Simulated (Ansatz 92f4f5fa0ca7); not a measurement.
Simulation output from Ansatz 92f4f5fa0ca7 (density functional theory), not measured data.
Periodic cell of 212 atoms, Si132O80, from a study of silicon, its oxide and their interface. The atomic structure is a simulated model.
Doubt: the cutoff is far below the 930 eV that the study's wrapper takes by default for these files, so forces and energies are approximate.

Settings: functional PBE; potential files Ansatz PAW; basis plane waves; wave-function cutoff 580 eV; density cutoff ratio 5; exchange-correlation grid ratio 1; k mesh 1 x 1 x 1, Gamma-centred; self-consistency stop 5e-08 eV per atom in the density residual; occupations fixed; spin none; net charge 0.

Cell vectors (angstrom)
a	10.938	0	0
b	0	10.938	0
c	0	0	31.1954

Atoms: element, x, y, z (angstrom)
Si	-0.491	0.3208	23.7988
Si	6.1698	-0.4775	23.5836
Si	2.2395	3.252	23.9057
Si	8.8338	2.1272	23.914
Si	0.462	4.8452	24.023
Si	5.0896	5.9868	23.643
Si	3.3483	7.6741	23.77
Si	7.8878	8.7543	23.7618
Si	1.3621	1.3083	24.9459
Si	6.9199	1.2718	25.0213
Si	4.1575	4.1622	24.9383
Si	9.6016	3.9578	25.1977
Si	1.4534	6.793	25.0017
Si	6.8703	6.8975	24.9262
Si	4.2946	9.5504	24.8841
Si	9.5328	9.6254	25.2087
Si	2.8087	-0.0469	26.293
Si	8.1849	0.0129	26.5266
Si	0.0761	2.6408	26.4812
Si	5.4974	2.7133	26.3131
Si	2.7833	5.4468	26.4161
Si	8.1952	5.4747	26.3606
Si	0.0333	8.1708	26.3779
Si	5.5248	8.1989	26.405
Si	4.1018	1.3673	27.7771
Si	9.5708	1.3673	27.7771
Si	1.3673	4.1018	27.7771
Si	6.8362	4.1018	27.7771
Si	4.1018	6.8362	27.7771
Si	9.5708	6.8362	27.7771
Si	1.3673	9.5708	27.7771
Si	6.8362	9.5708	27.7771
Si	0	0	29.1444
Si	5.469	0	29.1444
Si	2.7345	2.7345	29.1444
Si	8.2035	2.7345	29.1444
Si	0	5.469	29.1444
Si	5.469	5.469	29.1444
Si	2.7345	8.2035	29.1444
Si	8.2035	8.2035	29.1444
Si	1.3673	1.3673	30.5116
Si	6.8362	1.3673	30.5116
Si	4.1018	4.1018	30.5116
Si	9.5708	4.1018	30.5116
Si	1.3673	6.8362	30.5116
Si	6.8362	6.8362	30.5116
Si	4.1018	9.5708	30.5116
Si	9.5708	9.5708	30.5116
Si	2.7345	0	0.6835
Si	8.2035	0	0.6835
Si	0	2.7345	0.6835
Si	5.469	2.7345	0.6835
Si	2.7345	5.469	0.6835
Si	8.2035	5.469	0.6835
Si	0	8.2035	0.6835
Si	5.469	8.2035	0.6835
Si	4.1018	1.3673	2.0507
Si	9.5708	1.3673	2.0507
Si	1.3673	4.1018	2.0507
Si	6.8362	4.1018	2.0507
Si	4.1018	6.8362	2.0507
Si	9.5708	6.8362	2.0507
Si	1.3673	9.5708	2.0507
Si	6.8362	9.5708	2.0507
Si	0	0	3.418
Si	5.469	0	3.418
Si	2.7345	2.7345	3.418
Si	8.2035	2.7345	3.418
Si	0	5.469	3.418
Si	5.469	5.469	3.418
Si	2.7345	8.2035	3.418
Si	8.2035	8.2035	3.418
Si	1.3767	1.3533	4.7774
Si	6.7991	1.4423	4.8801
Si	4.0767	4.1307	4.7705
Si	9.59	4.1104	4.8635
Si	1.3387	6.8085	4.8638
Si	6.7798	6.8827	4.6938
Si	4.0374	9.5963	4.8515
Si	9.4731	9.6544	4.7017
Si	2.6692	0.0165	6.2895
Si	8.1463	0.0086	6.2257
Si	0.0881	2.6937	6.2287
Si	5.4679	2.9106	6.2546
Si	2.6912	5.344	6.2684
Si	8.1295	5.5834	6.0643
Si	-0.1501	8.2875	6.0282
Si	5.3943	8.1449	6.1343
Si	3.7455	1.8198	7.4477
Si	10.0455	0.8907	7.3946
Si	1.9093	3.4298	7.6177
Si	6.3906	4.9046	7.4845
Si	4.474	6.3382	7.4099
Si	8.8848	7.4964	7.2649
Si	0.6724	10.0262	7.3737
Si	7.1035	9.1066	7.4064
O	0.5756	9.2019	8.8509
O	1.3018	3.6436	9.178
O	9.7594	1.3308	8.9926
O	6.5357	9.2189	8.9993
O	4.6033	1.2111	8.7606
O	3.8346	6.7284	8.9134
O	7.1867	5.2234	8.9567
O	9.2214	7.3068	9.0191
O	2.2921	3.187	22.1994
O	5.9995	11.1169	22.0192
O	8.4246	2.7324	22.4208
O	0.0205	4.6889	22.3761
O	8.7779	8.4267	22.3594
O	2.8891	8.2061	22.2439
O	5.7052	5.6296	22.099
O	10.6415	10.4077	22.3354
Si	1.3719	4.3578	21.4758
Si	1.5373	3.7223	15.7295
Si	8.7742	0.5779	10.0542
Si	6.2313	0.8552	20.5551
Si	0.3624	13.4085	19.3984
Si	4.0693	6.7949	10.5238
Si	10.121	9.0208	21.6139
Si	3.6695	7.5752	19.0509
Si	8.6444	5.4637	19.4099
Si	5.1256	14.0979	19.0635
Si	0.2373	10.6198	14.6727
Si	6.0131	9.3061	10.5519
Si	-2.4181	1.8976	12.984
Si	4.8412	10.2658	18.1604
Si	8.3132	0.1285	15.406
Si	6.2151	3.6357	13.9967
Si	12.7899	7.3694	21.2993
Si	-3.7483	8.6883	16.7356
Si	0.5703	2.3226	13.2762
Si	5.9681	6.606	14.8488
Si	3.2043	6.3715	16.2913
Si	7.0394	13.3922	16.5665
Si	1.5089	3.7187	10.7925
Si	8.3451	6.0157	9.8159
Si	1.1011	6.7458	11.6278
Si	7.5293	7.6307	12.3926
Si	8.8108	2.5344	20.8631
Si	2.7798	12.7038	17.8009
Si	5.7333	5.8876	20.4895
Si	5.6847	1.2061	9.9752
Si	4.6161	3.823	11.4509
Si	-0.5398	7.9402	13.7821
Si	-0.7129	8.5982	9.7003
Si	-1.2533	3.8325	17.0954
Si	0.65	8.3267	16.3619
Si	-1.3176	8.2231	18.8244
O	4.8772	3.699	13.0663
O	9.287	-1.0138	10.0939
O	1.9805	7.4243	16.2571
O	1.4251	3.4319	14.1256
O	8.2204	8.4691	17.9912
O	5.1157	4.6376	19.6786
O	0.94	5.1629	11.298
O	2.1733	5.7784	21.554
O	0.0491	4.2585	16.2064
O	4.8179	5.3999	11.0056
O	-1.2789	6.7464	19.5646
O	6.3099	7.3748	13.4507
O	3.6923	3.0061	18.3229
O	5.8321	9.5336	17.0898
O	8.9411	7.5842	13.191
O	5.5497	2.6667	10.7364
O	11.2909	7.8753	21.6736
O	6.3453	13.859	17.9691
O	-3.7317	9.0568	11.6586
O	0.7983	2.5322	11.6714
O	7.4826	11.8166	16.6068
O	-0.6599	2.7333	18.1494
O	6.0108	2.6669	15.306
O	10.3219	1.9187	20.5978
O	4.8424	7.2026	20.1273
O	5.3511	-0.1538	10.857
O	5.2454	2.1404	20.3345
O	9.9298	11.2463	15.5426
O	-3.0316	11.6562	13.9443
O	3.8382	6.5465	17.7884
O	9.4023	4.8628	10.1437
O	7.6568	6.4952	11.2184
O	1.0172	14.8139	19.9505
O	3.8385	11.4549	17.5781
O	-3.0056	9.4945	15.523
O	2.1817	7.5427	19.7133
O	7.4378	3.1227	13.0352
O	8.4575	3.2104	16.2194
O	-1.998	16.0128	17.846
O	0.6839	7.017	13.1899
O	8.7738	4.0575	20.2355
O	7.2194	6.1054	19.8603
O	-4.1749	7.2394	16.1264
O	3.0841	3.4819	11.0954
O	2.6453	4.8679	16.0264
O	4.3594	6.6653	15.1659
O	10.9937	7.7585	10.8812
O	11.9607	11.7817	13.8431
O	5.8124	10.7464	19.3759
O	-0.0219	8.4011	17.8382
O	2.6596	7.084	11.3009
O	-0.2707	-1.3945	13.5375
O	2.023	24.1958	16.4538
O	7.7538	1.4187	20.279
O	1.5769	12.4045	18.9094
O	-4.4192	5.0932	14.6453
O	-3.6897	0.9463	9.5146
O	9.752	9.3138	20.0379
O	-5.9841	8.1124	10.8421
O	1.1239	9.8019	15.7856
O	-1.0243	2.5071	13.5661
O	3.8029	9.134	18.646
O	-0.5121	7.6863	15.3959
O	8.8351	1.2438	11.5361

Results
free energy: -129405.233 eV
free energy less fixed offsets of O -568.88, Si -635.61 eV per atom: 5.687 eV

Forces (eV/angstrom), in the order of the atoms: element, x, y, z
Si	0.2861	-0.5979	-0.2469
Si	-0.3724	0.642	-0.356
Si	0.2456	-0.3257	-0.2135
Si	-0.4468	0.4829	-0.1129
Si	-0.4619	0.2157	-0.0942
Si	0.4852	-0.4224	-0.3493
Si	-0.324	0.5272	0.0005
Si	0.6075	-0.4455	-0.1088
Si	0.097	0.0522	0.0568
Si	0.0565	0.0038	-0.1053
Si	0.0011	0.0329	0.0357
Si	0.0565	0.0883	-0.0776
Si	0.0324	-0.0147	-0.1292
Si	0.0191	0.0558	0.0309
Si	-0.0678	-0.1074	0.0087
Si	-0.0183	-0.0112	0.0347
Si	-0.0551	-0.0417	-0.0249
Si	-0.0074	0.0146	0.1268
Si	0.0026	-0.1297	0.1017
Si	-0.0078	0.0641	0.0416
Si	-0.0361	-0.0545	0.1654
Si	-0.0379	-0.0402	-0.027
Si	0.0912	0.0177	-0.0252
Si	0.0119	-0.008	0.0125
Si	0.0635	-0.01	-0.7274
Si	0.1232	-0.0147	0.813
Si	0.4067	-0.1251	0.1888
Si	-0.0907	-0.0202	-0.4956
Si	0.1722	0.1412	0.0067
Si	0.0463	-0.106	-0.3622
Si	0.3396	-0.0402	-0.5604
Si	-0.1568	-0.1901	0.6286
Si	-0.119	0.0732	0.024
Si	-0.0029	-0.0917	0.0177
Si	-0.0379	0.111	0.019
Si	0.136	0.0395	0.0094
Si	-0.0523	-0.0418	-0.0296
Si	-0.0509	0.0309	-0.009
Si	0.0447	0.0507	-0.0069
Si	-0.0589	0.097	0.0146
Si	0.0269	-0.0652	0.0006
Si	-0.0108	0.0476	-0.0466
Si	0.0476	-0.036	0.015
Si	-0.0289	0.0079	-0.0111
Si	0.0084	-0.01	-0.036
Si	0.0724	-0.0679	-0.0007
Si	-0.0558	0.0134	-0.0174
Si	0.0964	-0.1015	0.0059
Si	0.0371	-0.0101	0.0281
Si	-0.0768	0.0655	-0.0063
Si	-0.0456	0.0397	-0.0093
Si	0.0442	-0.0339	0.0209
Si	-0.044	0.026	0.0073
Si	0.029	0.0091	0.0407
Si	-0.009	-0.011	0.0279
Si	-0.0837	0.1209	-0.0213
Si	-0.0236	0.0269	-0.008
Si	0.1074	-0.0035	-0.0104
Si	0.0147	-0.0384	0.0327
Si	-0.0254	0.0132	0.0144
Si	0.0814	-0.0565	-0.0281
Si	-0.0284	0.0271	0.0256
Si	-0.1091	-0.0825	0.0108
Si	0.1012	-0.1251	-0.0483
Si	0.0456	0.2308	-0.3091
Si	-0.1485	0.2392	0.7044
Si	0.1427	-0.1692	-0.1021
Si	0.0809	0.0689	0.6205
Si	-0.0321	-0.0792	0.3951
Si	-0.342	-0.1033	-0.4622
Si	-0.2299	-0.1218	0.5683
Si	-0.2868	0.2434	-0.7366
Si	-0.0168	-0.0482	-0.03
Si	-0.0616	-0.1017	0.0061
Si	0.0861	0.0618	0.0138
Si	0.082	-0.0732	-0.0138
Si	0.0676	-0.0034	0.0188
Si	0.067	0.2278	-0.0679
Si	0.123	0.034	0.0536
Si	-0.279	-0.0394	-0.0062
Si	-0.1495	0.0511	0.075
Si	0.0928	-0.1132	0.1208
Si	-0.0832	-0.0612	-0.0296
Si	0.0155	0.1094	0.0449
Si	-0.056	-0.0864	-0.0397
Si	0.1309	-0.06	0.2842
Si	0.0911	-0.0539	0.2408
Si	-0.0809	-0.0687	-0.0356
Si	0.6281	-0.4748	0.0915
Si	-0.3333	0.4399	0.1564
Si	-0.7135	0.4695	0.5969
Si	0.6391	-0.0999	0.4356
Si	-0.4055	0.4378	0.1973
Si	0.244	0.0179	-1.1626
Si	0.3757	-0.3217	-0.4224
Si	-0.3169	0.2665	0.4397
O	-0.6178	-0.2685	0.0553
O	0.4708	-0.2898	-0.9493
O	0.1252	-0.3153	-0.3269
O	0.3641	-0.1704	-0.5614
O	-0.3718	0.1001	-0.3211
O	0.1668	-0.1478	-0.5166
O	-1.676	0.4777	-1.4438
O	0.2813	1.6444	-0.3063
O	-0.1729	0.2235	0.2946
O	0.1193	-0.3877	0.5988
O	0.1409	-0.2136	0.237
O	0.297	-0.1229	0.2167
O	-0.3473	0.1086	0.23
O	0.1335	-0.1382	0.2198
O	-0.2937	0.2047	0.6108
O	-0.0986	0.2897	0.2991
Si	-0.1311	-0.1736	-0.3866
Si	-0.089	-0.025	-0.0766
Si	-0.1595	0.8651	0.4547
Si	-0.133	0.0729	-0.4625
Si	-0.117	-0.2528	-0.3997
Si	0.0596	-0.1647	0.407
Si	-0.1556	0.1386	-0.216
Si	0.3048	0.0713	-0.3612
Si	0.0129	0.0484	-0.2406
Si	-0.0154	-0.0885	-0.3098
Si	-0.0019	0.0236	-0.0229
Si	-0.1685	-0.1343	0.5441
Si	-0.0603	0.4458	0.3013
Si	-0.0603	-0.0197	-0.138
Si	0.0173	0.0728	-0.0833
Si	0.1764	-0.0537	-0.0096
Si	-0.0248	0.0673	-0.4554
Si	0.0035	-0.0806	-0.1145
Si	-0.121	0.1461	0.0032
Si	0.0611	-0.0067	0.0187
Si	0.0235	0.0041	-0.0913
Si	0.0311	0.0453	-0.1805
Si	-0.606	0.4791	0.3034
Si	1.8191	-5.1659	2.6951
Si	0.0055	-0.9581	0.3176
Si	0.0307	-0.4651	0.0637
Si	0.0914	0.1205	-0.4279
Si	0.0439	-0.0238	-0.0269
Si	0.0135	0.0016	-0.4421
Si	-0.0412	0.2652	0.4954
Si	-0.0671	0.0866	0.2959
Si	-0.0874	-0.0623	0.0185
Si	1.3141	0.951	1.2719
Si	0.0794	-0.0329	-0.134
Si	-0.0744	-0.0487	-0.0666
Si	-0.0704	-0.1012	-0.413
O	-0.0589	0.018	-0.1812
O	0.2049	-1.0532	-0.3742
O	0.0293	0.0209	0.0229
O	-0.0096	-0.0409	-0.0116
O	0.0522	0.0164	0.1535
O	-0.0472	-0.0081	0.1241
O	0.394	0.109	0.0727
O	0.0343	-0.014	-0.0112
O	-0.0021	-0.0314	0.0622
O	-0.0876	0.0802	-0.0846
O	0.0553	-0.0106	0.1375
O	-0.0492	0.0716	-0.0256
O	0.0773	0.0441	0.165
O	-0.0291	0.062	0.0496
O	-0.0103	0.0915	-0.0525
O	0.0703	-0.2794	-0.2799
O	0.1004	-0.1036	0.1056
O	-0.0664	0.0072	0.1495
O	-0.0395	0.3168	-0.2557
O	0.1041	-0.1356	-0.0038
O	-0.013	0.0627	0.0823
O	0.0943	-0.0357	0.1742
O	-0.0118	-0.0156	0.0597
O	0.0023	-0.0446	0.1557
O	-0.0581	0.0073	0.1423
O	0.0387	0.0804	-0.1736
O	-0.0289	0.0191	0.1629
O	0.0409	-0.01	0.0469
O	0.0236	-0.0547	-0.1391
O	-0.0147	0.0243	0.1965
O	-0.3969	1.461	-0.8027
O	-0.6386	1.2787	-0.0697
O	0.1722	0.3354	0.3091
O	0.0166	-0.0209	0.0376
O	0.0174	0.0106	0.0061
O	-0.1908	-0.0333	0.31
O	-0.0182	-0.1223	-0.0256
O	-0.0393	-0.0221	0.0748
O	-0.0277	0.0303	0.1401
O	0.0594	0.0807	-0.2375
O	-0.0154	-0.1767	0.169
O	-0.0648	0.0122	0.1275
O	0.0112	0.0471	0.0849
O	0.1433	-0.076	-0.0721
O	0.016	0.0321	0.0232
O	-0.0589	0.0097	0.0089
O	-0.989	0.7442	-1.0796
O	0.0101	-0.0271	-0.0306
O	0.0981	0.0248	0.2114
O	-0.0308	0.0309	0.1762
O	0.1061	0.1255	-0.1341
O	-0.0003	0.0306	-0.0492
O	0.003	-0.0177	0.0658
O	0.0509	0.0067	0.1735
O	-0.0503	0.0834	0.0849
O	-0.0359	0.0305	0.0154
O	0.1157	-0.1558	-0.2008
O	0.092	0.0692	0.3447
O	0.0212	0.0896	-0.1449
O	-0.0313	0.0255	0.0109
O	0.0365	-0.1205	-0.0429
O	-0.1138	-0.1285	0.0887
O	0.0532	0.0217	0.0236
O	0.0282	-0.3901	-0.4468

The program warned: the cutoff lies below the one the program advises for these potential files; the exchange-correlation potential is rough where the density is thin.
